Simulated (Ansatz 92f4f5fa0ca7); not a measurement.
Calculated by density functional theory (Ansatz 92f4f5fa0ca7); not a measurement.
Periodic cell of 244 atoms, Si164O80, from a study of silicon, its oxide and their interface. The atomic structure is a simulated model.
Doubt: the cutoff is far below the 930 eV that the study's wrapper takes by default for these files, so forces and energies are approximate.
This geometry differs little from another in the collection (a relaxation step or a small displacement).

Settings
functional: PBE
potential files: Ansatz PAW
basis: plane waves
wave-function cutoff: 580 eV
density cutoff ratio: 5
exchange-correlation grid ratio: 1
k mesh: 1 x 1 x 1, Gamma-centred
self-consistency stop: 5e-08 eV per atom in the density residual
occupations: fixed
spin: none
net charge: 0

Cell vectors (angstrom)
a, 10.938, 0, 0
b, 0, 10.938, 0
c, 0, 0, 37.2254

Atoms: element, x, y, z (angstrom)
Si, 0, 0, 0.683
Si, 5.469, 0, 0.683
Si, 2.7345, 2.7345, 0.683
Si, 8.2035, 2.7345, 0.683
Si, 0, 5.469, 0.683
Si, 5.469, 5.469, 0.683
Si, 2.7345, 8.2035, 0.683
Si, 8.2035, 8.2035, 0.683
Si, 1.3673, 1.3673, 2.0503
Si, 6.8362, 1.3673, 2.0503
Si, 4.1018, 4.1018, 2.0503
Si, 9.5708, 4.1018, 2.0503
Si, 1.3673, 6.8362, 2.0503
Si, 6.8362, 6.8362, 2.0503
Si, 4.1018, 9.5708, 2.0503
Si, 9.5708, 9.5708, 2.0503
Si, 2.7345, 0, 35.1739
Si, 8.2035, 0, 35.1739
Si, 0, 2.7345, 35.1739
Si, 5.469, 2.7345, 35.1739
Si, 2.7345, 5.469, 35.1739
Si, 8.2035, 5.469, 35.1739
Si, 0, 8.2035, 35.1739
Si, 5.469, 8.2035, 35.1739
Si, 4.1018, 1.3673, 36.5411
Si, 9.5708, 1.3673, 36.5411
Si, 1.3673, 4.1018, 36.5411
Si, 6.8362, 4.1018, 36.5411
Si, 4.1018, 6.8362, 36.5411
Si, 9.5708, 6.8362, 36.5411
Si, 1.3673, 9.5708, 36.5411
Si, 6.8362, 9.5708, 36.5411
Si, -0.277, 0.3517, 26.9668
Si, 5.7475, -0.411, 27.2218
Si, 2.5838, 3.0438, 26.9897
Si, 8.8754, 2.1131, 26.8962
Si, 0.3821, 5.2986, 26.9615
Si, 5.12, 6.1673, 27.1362
Si, 3.4492, 7.8559, 27.2104
Si, 8.0518, 8.4152, 27.0841
Si, 1.4385, 1.3807, 28.2647
Si, 6.9907, 1.3457, 28.2042
Si, 4.1961, 4.2419, 28.2442
Si, 9.7048, 4.007, 28.1802
Si, 1.5509, 6.8845, 28.2864
Si, 6.9061, 6.8879, 28.471
Si, 4.31, 9.4472, 28.7103
Si, 9.645, 9.639, 28.3286
Si, 2.7946, 0.0098, 29.6882
Si, 8.2446, -0.0005, 29.7345
Si, 0.0988, 2.7339, 29.6929
Si, 5.5819, 2.7753, 29.5403
Si, 2.8247, 5.4965, 29.7348
Si, 8.3088, 5.38, 29.5978
Si, 0.104, 8.2284, 29.6203
Si, 5.6504, 8.1353, 30.0301
Si, 4.191, 1.4179, 30.9812
Si, 9.6326, 1.3824, 31.0585
Si, 1.4348, 4.1134, 31.0696
Si, 6.9062, 4.0868, 31.0171
Si, 4.1533, 6.7878, 31.198
Si, 9.6547, 6.8128, 30.9721
Si, 1.4167, 9.5859, 31.0609
Si, 6.9637, 9.616, 31.2197
Si, 0.038, 0.0023, 32.4311
Si, 5.4992, 0.049, 32.4473
Si, 2.8027, 2.7341, 32.4103
Si, 8.2481, 2.7355, 32.4197
Si, 0.0433, 5.4756, 32.4167
Si, 5.5381, 5.4085, 32.4703
Si, 2.7624, 8.2161, 32.4592
Si, 8.3187, 8.1677, 32.4526
Si, 1.3987, 1.3819, 33.7889
Si, 6.863, 1.4005, 33.8101
Si, 4.1238, 4.0929, 33.8198
Si, 9.5891, 4.1201, 33.7931
Si, 1.379, 6.8519, 33.8073
Si, 6.8709, 6.8413, 33.8014
Si, 4.1218, 9.5984, 33.8062
Si, 9.6146, 9.5814, 33.8168
Si, 2.7114, -0.0189, 3.3865
Si, 8.1727, -0.0089, 3.4283
Si, -0.0258, 2.7255, 3.4158
Si, 5.4575, 2.7273, 3.4241
Si, 2.7067, 5.4537, 3.4241
Si, 8.1927, 5.4606, 3.3828
Si, -0.0238, 8.1828, 3.4167
Si, 5.4405, 8.1953, 3.42
Si, 4.0585, 1.333, 4.7509
Si, 9.5333, 1.3733, 4.7844
Si, 1.2822, 4.1278, 4.7946
Si, 6.8143, 4.1487, 4.7548
Si, 4.0712, 6.822, 4.7839
Si, 9.5269, 6.8035, 4.7697
Si, 1.3238, 9.5851, 4.7497
Si, 6.7506, 9.5973, 4.7984
Si, -0.0678, -0.0346, 6.1398
Si, 5.3667, 0.0081, 6.2187
Si, 2.6407, 2.6809, 6.0473
Si, 8.1833, 2.8072, 6.1052
Si, -0.0845, 5.4831, 6.231
Si, 5.4459, 5.4723, 6.1663
Si, 2.6848, 8.2204, 6.0922
Si, 8.0962, 8.1473, 6.0682
Si, 1.3088, 1.3501, 7.4801
Si, 6.7645, 1.5107, 7.4381
Si, 4.0259, 4.0063, 7.3683
Si, 9.468, 4.1039, 7.6329
Si, 1.2981, 6.9479, 7.5026
Si, 6.7703, 6.8982, 7.5765
Si, 3.9649, 9.514, 7.5862
Si, 9.4458, 9.473, 7.4109
Si, 2.547, -0.0495, 8.926
Si, 8.0706, -0.0114, 8.6215
Si, -0.0543, 2.6456, 8.9155
Si, 5.3429, 2.7757, 8.8877
Si, 2.729, 5.4683, 8.6275
Si, 8.0496, 5.5163, 9.0168
Si, -0.1451, 8.2418, 8.9395
Si, 5.3663, 8.2057, 9.0323
Si, 4.4017, 0.889, 10.0538
Si, 9.7728, 0.8555, 10.0005
Si, 1.2045, 4.3413, 10.0113
Si, 6.1763, 4.6309, 10.1709
Si, 4.3843, 6.2964, 10.1002
Si, 9.7685, 6.5583, 10.329
Si, 0.6223, 10.0956, 10.1913
Si, 6.2638, 10.2103, 10.0067
O, 10.8759, 5.3452, 10.3174
O, 3.6196, -4.4919, 11.5838
O, 8.9765, 12.153, 11.4253
O, 0.7549, 9.6591, 11.8049
O, 6.2915, 4.7896, 17.3305
O, 3.9801, 12.015, 11.6412
O, 12.9584, 4.2333, 11.4652
O, -4.0662, 10.4031, 11.5697
O, 13.1975, -0.969, 25.0685
O, 5.6798, 6.1954, 25.5641
O, 6.9099, 9.5117, 26.5907
O, 1.4584, 4.143, 26.455
O, 10.7578, 6.0646, 25.6151
O, 3.2658, 2.3584, 25.6503
O, 5.8538, 13.1483, 24.8057
O, 8.4635, 2.4458, 25.3105
Si, 6.1776, 1.4587, 17.2635
Si, 3.5327, 6.0946, 19.1232
Si, 8.937, 4.5945, 20.0016
Si, -0.3364, 6.4347, 13.2012
Si, 9.1626, 11.8523, 14.4882
Si, 2.8879, 8.4145, 17.0711
Si, 7.2435, 13.4226, 21.2039
Si, 6.6035, 3.731, 12.3032
Si, 7.283, 13.7746, 24.2647
Si, 1.9746, 1.1701, 20.3971
Si, 8.2672, 9.696, 21.8555
Si, 3.7459, 9.4225, 25.4549
Si, 4.5529, 12.1748, 21.8935
Si, 12.8188, 0.218, 17.5009
Si, 11.3869, 3.4078, 21.4227
Si, 16.4732, 9.3787, 22.8904
Si, 4.318, 2.7189, 24.4718
Si, -3.1814, 4.0906, 17.1122
Si, 0.6297, -0.7983, 25.0283
Si, 4.5667, 6.8689, 21.7766
Si, 4.8376, 4.0254, 17.3112
Si, 7.8791, 0.167, 19.3439
Si, 9.9711, 7.2916, 24.8799
Si, 2.4662, 5.5625, 12.3522
Si, 9.8681, 7.0671, 21.8045
Si, 0.4485, 8.3831, 15.4307
Si, -1.861, 3.9984, 14.2977
Si, 7.5353, 11.7904, 12.1324
Si, 0.7632, 10.4572, 13.2367
Si, 5.6898, 5.3199, 24.2013
Si, 12.6275, 6.1279, 21.4745
Si, 15.0326, 3.9194, 14.2179
Si, 4.1885, -0.2135, 15.6524
Si, 9.9293, 10.5205, 17.0357
Si, 3.3734, 1.0315, 13.1353
Si, 10.7063, 11.6311, 22.3583
O, 10.3523, 9.0116, 16.5491
O, 9.1901, -0.3429, 18.4958
O, -0.6357, 4.9393, 13.7855
O, 2.0468, 12.0854, 18.7942
O, 9.5738, 6.7429, 23.3884
O, 3.8002, 2.0694, 23.0764
O, 4.9538, 8.4491, 21.6782
O, 1.7823, 2.7377, 20.7812
O, 6.5956, 0.3547, 18.3741
O, 4.0597, 9.1609, 16.1689
O, 3.5602, 2.4375, 13.8973
O, 4.6197, 10.7263, 26.0149
O, 2.094, 5.952, 19.8937
O, 15.5984, 8.902, 24.1886
O, 9.2554, 8.5037, 21.462
O, 16.5742, 2.1726, 21.0865
O, 4.7001, 6.2711, 20.2615
O, -2.483, 4.5631, 15.7097
O, 10.9021, 8.6451, 24.8084
O, 10.2909, 3.7205, 20.2562
O, 1.7683, 11.7151, 13.0745
O, 3.783, 15.6636, 18.3055
O, 7.1791, 9.2481, 23.0037
O, 9.5864, 6.8774, 11.9658
O, 3.5644, 7.3482, 18.0821
O, 8.9263, 11.1927, 15.9515
O, 1.1939, 6.5281, 12.6424
O, 2.1337, 9.5942, 17.9298
O, 9.2072, 6.0376, 20.7196
O, 8.6938, 4.5618, 18.3759
O, 5.3336, 10.9471, 22.5811
O, 11.4746, 18.1985, 21.5839
O, 13.9629, 6.5996, 22.2919
O, 6.534, 2.1271, 11.9088
O, 8.0222, 4.033, 13.0516
O, 7.5931, 4.0056, 20.7396
O, 4.0819, -0.1531, 14.0216
O, 9.2235, 10.9574, 22.2687
O, 11.3547, 0.147, 23.7295
O, 7.4516, -0.9115, 20.4788
O, 3.0197, 5.051, 13.7813
O, 4.3832, -6.6012, 24.2646
O, -0.703, 10.9998, 13.6279
O, 10.4667, 7.434, 14.4839
O, 5.4777, 4.1595, 13.4014
O, 0.3559, 0.4712, 16.998
O, 11.6642, 0.3192, 21.0612
O, 9.6168, 2.4797, 14.5533
O, 5.585, 0.5576, 16.0342
O, -5.9299, 2.4713, 17.798
O, 7.0835, 4.4589, 24.1655
O, 7.7348, 11.6713, 13.7353
O, 2.9388, 0.6197, 16.3305
O, 11.9385, 4.778, 22.119
O, 1.7189, 7.6582, 16.1842
O, 7.6506, 2.2754, 22.7775
O, 1.2027, 9.4833, 14.4681
O, 7.4685, 2.4572, 16.9643
O, 19.5638, -3.2823, 25.7321
O, 5.61, 6.1977, 22.8364
O, 8.1295, 12.5098, 20.1606
O, 10.6837, 13.2777, 22.4563
O, 4.2747, 4.0863, 15.8026
O, 3.4155, 0.6339, 20.9176

Results
free energy: -149754.421 eV
free energy less fixed offsets of O -568.88, Si -635.61 eV per atom: -3.981 eV

Forces (eV/angstrom), in the order of the atoms: element, x, y, z
Si, 0.0004, 0.0559, 0.0068
Si, -0.0247, 0.0251, 0.0056
Si, 0.0135, 0.0295, -0.0292
Si, 0.0155, 0.0461, -0.0246
Si, 0.0295, 0.0166, -0.0081
Si, 0.0179, 0.0593, 0.0121
Si, 0.0368, 0.0757, -0.0137
Si, -0.0241, 0.0475, -0.0258
Si, -0.086, 0.1197, -0.0911
Si, -0.0425, 0.027, -0.0045
Si, -0.1318, -0.0677, 0.0615
Si, -0.0465, -0.1303, -0.1952
Si, -0.0358, -0.0221, -0.022
Si, -0.0911, 0.1648, -0.0714
Si, -0.0639, -0.1493, -0.1584
Si, -0.1618, -0.0295, 0.0792
Si, 0.0239, 0.072, 0.0187
Si, 0.0365, -0.0287, -0.0813
Si, 0.1209, 0.0437, -0.1567
Si, 0.0929, -0.0329, 0.1952
Si, 0.0661, 0.0035, -0.0634
Si, 0.1123, -0.0114, 0.0424
Si, 0.162, 0.0199, 0.1713
Si, 0.1345, 0.0447, -0.129
Si, 0.0209, -0.0571, 0.0073
Si, -0.0183, -0.0596, -0.0196
Si, -0.0029, -0.019, 0.0037
Si, -0.0265, -0.0459, 0.005
Si, -0.0433, -0.0462, -0.0152
Si, -0.0125, -0.0279, 0.003
Si, 0.0114, -0.0883, 0.0107
Si, 0.0132, -0.0242, 0.0086
Si, 0.0031, -0.0175, 0.0022
Si, -0.0032, 0.0147, 0.0095
Si, 0.0224, -0.0299, 0.0131
Si, -0.0058, 0.0033, 0.0019
Si, -0.0166, 0.0517, 0.0165
Si, 0.003, 0.0052, 0.0039
Si, -0.0347, 0.0075, 0.0035
Si, 0.0205, -0.0138, 0.0052
Si, -0.0006, 0.0025, 0.0126
Si, -0.0028, -0.0111, 0.007
Si, -0.0044, -0.0128, 0.0053
Si, -0.0066, 0.0025, 0.0007
Si, 0.0228, -0.0052, -0.009
Si, 0.0055, 0.0007, 0.0014
Si, 0.0016, -0.0114, 0.0123
Si, 0.0033, 0.0077, 0.0116
Si, -0.0047, 0.0032, -0.0014
Si, 0.0098, -0.003, 0.0101
Si, 0.0082, -0.0153, 0.0063
Si, -0.0013, 0.0011, 0.01
Si, -0.0023, 0.0212, 0.0133
Si, -0.0007, 0.0087, 0.0056
Si, -0.0068, 0.0048, 0.0034
Si, -0.0141, 0.002, 0.0159
Si, -0.0009, -0.0025, 0
Si, -0.0046, 0.0042, -0.0046
Si, -0.0032, -0.0104, 0.0025
Si, -0.0024, 0.0003, 0.0032
Si, 0.0118, -0.0047, -0.0012
Si, 0.0017, 0.0006, 0.0016
Si, 0.0024, 0.0005, 0.0064
Si, 0.0007, -0.0043, 0.0007
Si, -0.0038, 0.0049, 0.0058
Si, 0.0048, -0.0076, -0.0004
Si, -0.0052, 0.0091, 0.0047
Si, 0.0057, -0.0062, 0.0038
Si, 0.0039, 0.0013, 0.003
Si, -0.0116, 0.0088, -0.0014
Si, 0.0041, -0.0037, 0.004
Si, -0.0052, 0.01, 0.0022
Si, 0.0039, -0.0067, 0.0051
Si, -0.0031, 0.0026, 0.0051
Si, 0.0064, -0.0016, 0.0012
Si, -0.0023, 0.0005, 0.0041
Si, -0.0033, 0.0031, 0.0061
Si, 0.0018, -0.0035, 0.0027
Si, -0.0062, 0.0029, 0.0027
Si, 0.003, -0.0091, 0.0039
Si, -0.0012, 0.0006, 0.0019
Si, 0.0013, 0.0036, 0.0022
Si, -0.0018, 0.002, -0.0011
Si, 0.0011, 0.0009, -0.0019
Si, 0.0024, 0.002, 0.0014
Si, -0.0027, -0.0019, 0.0009
Si, 0.0029, 0.0006, -0.0021
Si, -0.0009, -0.0004, -0.0021
Si, 0.0017, 0.0012, 0.0031
Si, 0.0006, -0.0001, 0.0033
Si, 0.0078, -0.005, 0.0008
Si, 0.0043, -0.0021, 0.007
Si, -0.005, -0.0018, 0.0024
Si, -0.0015, 0.0022, 0.0009
Si, -0.0012, -0.0045, 0.0067
Si, 0.0022, -0.0097, -0.0022
Si, -0.0019, -0.0047, 0.0102
Si, 0.0001, 0.0021, 0.0036
Si, -0.0027, 0.0114, -0.0041
Si, -0.0129, -0.0066, -0.0079
Si, 0.0003, -0.0039, 0.0125
Si, -0.0061, 0.001, 0.0069
Si, -0.0024, -0.0005, -0.0075
Si, 0.0089, 0.0092, -0.0068
Si, 0.0041, -0.0022, -0.0003
Si, 0.0051, 0.0254, -0.0051
Si, 0.0083, -0.0077, -0.0018
Si, -0.0033, 0.0088, 0.0045
Si, -0.0073, 0.0084, -0.0028
Si, -0.0029, -0.0024, 0.0056
Si, -0.0126, -0.0157, -0.0098
Si, -0.0003, -0.0073, -0.0093
Si, 0.0173, 0.0119, -0.001
Si, -0.0122, -0.0035, -0.0112
Si, 0.001, 0.0076, -0.0156
Si, 0.0014, 0.0043, -0.009
Si, -0.0029, -0.0042, -0.01
Si, 0.0021, -0.0019, -0.0152
Si, 0.0035, -0.0007, 0.0006
Si, 0.0028, 0.0047, -0.0047
Si, -0.0152, 0.0001, -0.0053
Si, 0.0228, 0.0067, -0.0076
Si, 0.012, -0.0166, 0.0251
Si, 0.0031, -0.0013, -0.0028
Si, 0.0054, 0.0092, 0.0082
Si, -0.0149, 0.0095, 0.024
Si, -0.0098, -0.0077, -0.0069
Si, -0.0087, -0.0217, -0.0013
O, 0.0006, 0.0045, 0.0023
O, 0.0056, 0.0047, 0.0033
O, -0.0079, 0.0014, 0.023
O, 0.0023, 0.0102, 0.0323
O, -0.0047, 0.0008, 0.0039
O, -0.0136, 0.0025, 0.0354
O, -0.0014, -0.0007, -0.0061
O, 0.0066, -0.0014, 0.0175
O, -0.019, 0.0036, -0.0083
O, -0.0017, -0.0017, 0.004
O, -0.0064, 0.0018, -0.0041
O, 0.0091, -0.0038, -0.0168
O, -0.0024, -0.0051, 0.0001
O, -0.0002, 0.0063, 0
O, 0.0015, 0.0088, -0.0029
O, 0.0025, 0.001, 0.0024
Si, -0.0035, 0.0066, -0.012
Si, -0.0052, -0.0037, -0.0099
Si, -0.0037, 0.0037, 0.0006
Si, 0.0056, 0.0019, -0.0133
Si, -0.0036, -0.0044, -0.0115
Si, 0.0002, 0.0008, -0.0101
Si, 0.0048, -0.0004, 0.0129
Si, -0.0052, 0.0012, 0.0195
Si, -0.0067, -0.0015, 0.0028
Si, -0.004, 0.0032, -0.002
Si, 0.008, 0.0046, -0.0032
Si, 0.009, -0.0214, 0.014
Si, -0.0072, 0.0068, 0.0117
Si, -0.0002, -0.0039, -0.0054
Si, 0.0003, -0.0038, -0.002
Si, 0.0038, 0.0029, 0.0027
Si, -0.0012, -0.0109, 0.0065
Si, -0.0022, -0.0001, -0.0029
Si, -0.0024, -0.0053, 0.0035
Si, 0.0065, -0.0116, 0.0077
Si, 0.003, -0.0033, -0.0069
Si, 0, 0.0055, 0.0026
Si, 0.0052, -0.0058, -0.0032
Si, -0.0042, -0.0031, -0.0041
Si, -0.0092, -0.0011, 0.013
Si, 0.0029, -0.0029, -0.0044
Si, 0.0026, 0.0056, -0.0031
Si, -0.0062, 0.006, 0.0023
Si, -0.0051, 0.0056, -0.0183
Si, 0.0043, -0.0074, -0.0046
Si, -0.0031, -0.0039, -0.0004
Si, -0.0107, 0.0076, -0.0079
Si, 0.0034, -0.002, -0.0061
Si, 0.0029, 0.0017, -0.0057
Si, -0.0045, -0.0017, -0.0113
Si, 0.0015, -0.003, 0.0012
O, -0.0038, 0.0084, 0.0076
O, -0.0027, -0.0007, 0.002
O, -0.0056, -0.0011, 0.0125
O, 0.0013, -0.0014, 0.0071
O, 0.0025, 0.0014, -0.0062
O, -0.0013, -0.0036, -0.001
O, -0.0009, 0.0031, 0.0018
O, -0.0002, -0.0009, 0.0063
O, 0.0017, -0.0026, 0.0078
O, 0.0013, -0.0006, 0.0078
O, -0.004, -0.0107, -0.0054
O, -0.0112, 0.0101, -0.0195
O, 0.0003, -0.0005, 0.0083
O, -0.0035, 0.0063, 0.0117
O, -0.002, -0.0043, 0.0034
O, -0.0013, -0.0018, -0.0025
O, 0.002, -0.0011, 0.0007
O, 0.0037, -0.0011, -0.0002
O, 0.0047, 0.0131, 0.0057
O, -0.0016, -0.001, 0.0045
O, 0.015, -0.018, -0.0029
O, -0.0019, 0.0068, 0.0063
O, -0.0012, -0.0035, 0.0023
O, 0.0027, -0.003, -0.0067
O, -0.0044, -0.0034, 0.0091
O, -0.0013, -0.0026, 0.0131
O, -0.0077, 0.0043, 0.0054
O, -0.0039, 0.0034, 0.0077
O, 0.0012, -0.0028, 0.0022
O, -0.0016, 0.0006, 0.0111
O, -0.0022, -0.0039, 0.0025
O, 0.0005, 0.0001, 0.0014
O, 0.0003, 0.0016, 0.0041
O, 0.0101, 0.0027, 0.0052
O, -0.0093, 0, 0.0064
O, -0.0003, 0.0033, -0.0001
O, -0.0134, 0.0087, -0.0045
O, -0.0004, -0.0027, 0.0086
O, 0.0008, -0.0036, 0.0068
O, -0.0023, -0.0003, 0.0016
O, 0.0086, -0.0091, 0.0075
O, 0.0025, 0.0036, 0.0062
O, 0.019, 0.001, 0.0037
O, 0.0002, -0.0009, 0.008
O, 0.0144, -0.005, -0.0079
O, -0.0099, -0.0032, 0.0044
O, -0.0014, 0.0006, 0.0028
O, 0.0007, 0.0026, 0.0071
O, 0.0024, 0.0002, 0.0103
O, -0.0041, 0.001, 0.0063
O, -0.0046, -0.0012, 0.0079
O, 0.0041, 0.0003, 0.0007
O, -0.0028, 0.0038, 0.0072
O, 0, 0.0026, 0.0022
O, -0.0008, -0.001, 0.0071
O, -0.0016, 0.0007, 0.0011
O, -0.0027, 0.004, 0.0013
O, 0.0018, -0.0013, 0.007
O, -0.0004, -0.0014, 0.0004
O, -0.0064, 0.0047, -0.0032
O, -0.0022, -0.0056, -0.0029
O, -0.0038, -0.0013, 0.0068
O, 0.0027, -0.0003, 0.0155
O, 0.0002, -0.0015, 0.0036

The program warned: the cutoff lies below the one the program advises for these potential files; the exchange-correlation potential is rough where the density is thin.
